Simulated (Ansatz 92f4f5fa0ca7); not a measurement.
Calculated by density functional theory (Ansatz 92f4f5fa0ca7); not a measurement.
Periodic cell of 186 atoms, Si104O82, from a study of silicon, its oxide and their interface. The atomic structure is a simulated model.

Settings
functional: r2SCAN
potential files: Ansatz norm-conserving
basis: plane waves
wave-function cutoff: 1300 eV
density cutoff ratio: 4
exchange-correlation grid ratio: 1
k mesh: 2 x 2 x 1, shifted by 0.5 0.5 0.5 of a step
self-consistency stop: 5e-08 eV per atom in the density residual
occupations: Fermi-Dirac, 0.05 eV
spin: none
net charge: 0

Cell vectors (angstrom)
a  11.4581  0.0247  -0.1054
b  -0.052  11.6524  -0.0119
c  -1.9318  1.6723  23.3191

Atoms and the computed forces on them: element, x, y, z (angstrom), force x, y, z (eV/angstrom)
Si  -0.9035  -0.5076  0.8105  -0.4454  0.0868  -0.6947
Si  -1.0008  2.5764  0.3394  -1.2711  -0.7783  -1.2431
Si  -1.0596  8.08  0.2961  0.5158  1.6152  -0.0476
Si  2.8925  -0.5071  0.6207  -0.2545  -2.062  -1.3156
Si  2.9702  3.6108  -0.0425  -0.7477  0.9237  -0.9954
Si  3.0459  7.9154  0.4153  -0.0113  0.493  0.1864
Si  6.8062  -0.3442  0.6938  -0.7363  -0.2973  -1.6539
Si  6.8026  2.7837  0.0656  0.0856  -0.3853  -1.7404
Si  6.8599  8.1405  0.4402  -0.7209  2.0004  0.8169
Si  1.08  -0.3664  1.9519  -0.585  -0.1662  0.2323
Si  0.9999  3.3359  1.3804  0.4555  0.012  0.2983
Si  0.9719  7.4147  1.4114  -0.1161  -0.442  -0.07
Si  4.8093  -0.2553  1.842  0.5245  -0.3638  -0.0068
Si  4.9032  3.5763  1.3481  0.1171  -0.0231  0.1511
Si  4.9489  7.5006  1.6727  0.1297  0.4715  -0.1067
Si  8.6322  -0.3914  1.9728  1.0471  -0.2654  0.4381
Si  8.5704  3.3614  1.5012  0.8442  0.0653  -0.3137
Si  8.7214  7.658  1.7102  -0.1775  -0.0318  0.4887
Si  1.0816  1.6161  3.0686  0.1648  0.1535  0.0359
Si  0.9893  5.3836  2.7209  0.1853  0.0993  -0.3901
Si  1.0494  9.1934  3.041  0.2559  0.5427  -0.0566
Si  4.8282  1.7355  2.9737  -0.1951  0.3555  -0.082
Si  4.9942  5.4854  2.8223  -0.4238  -0.2906  -0.1194
Si  4.8487  9.3744  3.1002  0.2422  0.0403  -0.2935
Si  8.7142  1.6299  3.0502  -0.7676  -0.073  0.8152
Si  8.6951  5.4869  2.6969  0.1746  -0.2854  0.1976
Si  8.7062  9.3537  3.25  -0.298  0.199  0.0283
Si  -0.7935  1.5595  4.4315  -0.215  0.0359  0.3283
Si  -0.8104  5.4443  4.2  -0.5087  -0.3233  -0.3124
Si  -0.7674  9.3189  4.4842  0.0617  -0.1211  0.7741
Si  2.997  1.5893  4.4102  -0.2194  -0.7375  -0.7671
Si  2.9577  5.4487  4.1095  0.2072  -0.2547  -0.1125
Si  2.9699  9.3401  4.4034  -0.5873  -0.8978  0.3383
Si  6.6967  1.6414  4.3755  1.0848  -0.5995  -0.6072
Si  6.8605  5.4255  4.1906  0.2059  0.2793  -0.1224
Si  6.7426  9.3874  4.444  0.0922  -0.341  0.2491
Si  -0.8067  -0.3756  5.8671  0.0604  -0.299  -0.3631
Si  -0.8114  3.5638  5.6064  0.2843  -0.0106  -0.3648
Si  -0.7914  7.2548  5.6841  0.5325  0.5946  -0.4448
Si  3.052  -0.3782  5.7291  -0.0039  -0.04  0.2097
Si  2.9725  3.5115  5.5234  -0.2982  1.3404  0.5667
Si  2.9712  7.2722  5.6628  -0.1746  0.5264  -0.4361
Si  6.7657  -0.3158  5.7427  0.7591  -0.0414  -0.0205
Si  6.8307  3.5523  5.5817  0.0296  0.3243  0.4467
Si  6.8765  7.3289  5.5898  -0.1014  0.3804  -0.03
Si  1.1731  -0.4378  7.1054  0.0724  -0.213  0.0133
Si  1.0804  3.6098  6.9438  0.1625  -0.3267  -0.1629
Si  1.0738  7.1714  7.1083  0.0206  0.3021  0.258
Si  4.9721  -0.4235  7.1422  -0.5027  -0.0357  0.893
Si  4.8638  3.4562  6.8407  0.1688  -0.3471  0.1673
Si  4.9523  7.3548  6.8694  0.144  -0.1322  -0.0117
Si  8.7007  -0.4075  7.1489  -0.2314  0.2655  -0.1596
Si  8.8133  3.5948  6.8487  -0.301  0.176  0.1436
Si  8.8358  7.3956  6.9224  -0.3653  -0.2957  0.0205
Si  1.0636  1.6436  8.1613  -0.7353  0.5595  -0.4462
Si  1.0984  5.2518  8.5853  0.087  0.0849  0.3833
Si  1.2062  9.1823  8.4096  -0.6282  0.0347  0.2247
Si  4.8779  1.6472  8.4288  -0.1313  0.0366  -0.1057
Si  4.9546  5.3786  8.0281  0.4169  0.1599  0.0217
Si  5.0457  9.1157  8.4159  0.0918  0.0984  0.1953
Si  8.7103  1.7584  8.2321  0.0186  -0.3247  0.2696
Si  8.8876  5.4877  8.2336  -0.2288  -0.1367  0.0466
Si  8.8262  9.1543  8.4274  -0.3678  0.2868  0.8885
Si  -0.7932  1.3782  9.5531  0.2743  -1.8791  -0.7879
Si  -0.9002  5.3833  9.9758  -0.0657  -1.3493  0.8818
Si  -0.6734  9.8144  9.8226  0.1274  0.9981  -2.5414
Si  2.7376  1.6052  9.5939  0.5449  -2.4646  0.1256
Si  3.2843  5.4459  9.5328  -0.5148  1.72  1.14
Si  3.0949  8.572  9.6077  0.3924  -0.5321  -0.9428
Si  6.8992  2.1983  9.6111  0.2812  0.8103  0.221
Si  6.8689  5.3093  9.3168  -0.2175  0.957  0.6286
Si  6.9547  8.4274  9.815  -0.4451  -1.2725  -1.4723
Si  5.7633  0.8164  11.629  0.7213  0.3266  0.0277
Si  3.1073  4.3776  14.4654  0.727  1.3547  0.5733
Si  3.522  7.8058  19.0796  1.1508  -1.2651  -0.624
Si  11.3898  11.9215  15.1046  -0.4851  -0.0722  1.5603
Si  -0.5982  4.9011  16.6612  -0.098  -0.5409  2.5319
Si  3.3814  10.8821  11.196  0.2668  -2.0054  -1.4289
Si  -1.0813  2.8397  12.0216  0.1345  0.4459  0.2509
Si  7.8864  8.7533  12.594  1.2524  -1.9381  1.5262
Si  -0.1735  9.4064  19.3434  -1.426  -0.1411  1.1597
Si  1.0202  7.0011  18.0665  0.1468  2.435  0.6862
Si  -0.8434  9.8527  12.9472  -1.1658  -1.6158  0.2368
Si  7.2654  11.7196  16.071  -0.7331  -2.5645  -0.4012
Si  6.0037  4.2439  18.1601  -1.1263  -0.9117  2.3036
Si  2.8447  13.1984  15.6645  -0.9527  1.5657  2.1763
Si  5.545  5.9665  20.5703  0.3951  -1.1485  0.4339
Si  4.3366  11.375  13.7656  0.6289  -3.007  2.0977
Si  10.5306  14.4838  18.9227  0.5758  -0.8518  -0.8875
Si  -1.1322  6.9987  12.5386  -0.3301  -0.8526  1.2486
Si  3.7853  3.2601  11.6268  0.1687  0.8885  1.8986
Si  11.7507  4.57  13.8769  -1.921  1.1567  -3.3333
Si  8.9249  1.9781  14.3953  0.8611  0.5338  0.1859
Si  -2.0352  4.4497  21.0348  0.2851  -0.8211  0.3031
Si  6.4659  8.7311  21.5001  0.348  -0.4844  -1.6915
Si  5.4556  6.023  15.818  -0.511  1.7972  0.4008
Si  4.9258  12.9009  17.7201  1.5238  1.1275  1.0721
Si  5.9162  9.0687  14.9828  -0.879  -0.3535  0.0553
Si  2.1666  9.768  20.7615  1.0633  -0.4471  0.8337
Si  11.277  6.7728  20.616  1.3002  2.2881  1.1087
Si  4.7912  10.3533  19.5864  1.0102  1.664  0.9369
Si  7.9808  4.5397  16.0676  1.975  1.8779  -0.4666
Si  0.5011  14.6645  21.5733  -0.8563  -1.526  1.131
Si  9.8824  11.5808  17.6889  2.0129  -0.9659  1.9608
O  2.7563  -2.1608  0.4636  0.3864  1.0801  0.2222
O  -3.2561  4.7203  22.061  0.6074  0.0809  0.3435
O  -0.9095  3.6547  21.9875  -0.0809  0.4939  -0.5085
O  -0.9656  9.7475  -0.1122  -0.0117  -1.0618  0.5619
O  10.2661  13.001  18.3912  -0.3341  -0.8843  -0.5084
O  12.86  12.529  15.3577  0.255  0.0775  -0.3188
O  3.4209  12.8851  17.2025  -1.1478  0.1563  -1.7768
O  9.2369  15.0476  19.669  -0.9107  1.4883  1.3348
O  5.1421  11.7747  18.8626  -0.3047  -0.5797  -0.094
O  3.1609  11.1979  12.7171  -0.6918  0.3459  0.7679
O  10.9295  15.4614  17.7447  0.0393  1.3184  -1.3006
O  11.9788  6.557  22.0981  0.3525  -0.9972  0.4454
O  6.1678  9.8862  20.3564  -0.46  -0.5898  0.4545
O  3.518  10.6602  20.5846  0.1  -0.4233  -0.049
O  6.515  7.1901  20.8895  0.7075  2.0077  0.8278
O  4.3279  6.559  19.7636  -1.402  1.4855  -1.4463
O  6.8478  1.0895  -0.2291  -0.1557  0.6715  0.6579
O  7.9126  0.779  14.7696  0.2237  0.1775  -0.804
O  -0.7292  6.6835  10.9921  0.1003  -0.3956  -0.5334
O  8.4106  11.6297  17.1684  -1.0847  0.2167  0.047
O  10.6539  5.7088  13.3451  0.8408  -0.0951  -0.0261
O  5.4513  7.7154  15.7644  0.1526  -1.7353  0.2907
O  -2.7392  7.2725  12.5757  -0.1838  1.3193  -0.098
O  2.42  11.6674  10.2299  -0.5398  1.5295  -1.3442
O  3.8995  4.6557  10.8519  -0.2138  0.0554  -0.4274
O  -0.8173  11.3721  9.2279  -0.0677  0.1017  0.9911
O  -0.612  1.5637  11.1642  -0.1807  -0.2522  -0.2317
O  10.3634  13.1357  14.8516  -0.6107  0.1985  -0.294
O  8.4458  3.3051  15.1968  0.2282  -1.0363  -0.6624
O  11.3053  10.8338  13.9177  0.2726  0.1816  -0.5329
O  3.1717  9.2601  11.0449  0.2602  2.4333  1.2849
O  -0.5302  10.109  11.3844  0.1266  0.0393  1.2346
O  7.1758  9.1292  11.2425  -0.6562  0.7776  -0.5798
O  4.2205  5.4898  14.9482  -0.9614  -0.8498  -0.5734
O  6.8983  5.4874  15.3101  0.2167  -0.2584  0.0552
O  -2.5047  9.8466  13.146  1.7224  0.7385  -0.1699
O  -0.3586  8.2876  13.1692  -0.2504  0.3824  -0.2882
O  1.7396  5.1499  14.0536  1.6209  0.4494  0.0498
O  5.0394  2.2672  11.6468  0.4216  -0.3836  -0.0567
O  3.6384  3.5985  13.2092  0.2846  -0.6165  -1.9051
O  6.7657  6.7704  10.2093  0.2954  0.3195  -0.8578
O  6.8728  3.8392  10.0865  0.072  -0.9925  -0.0989
O  0.9841  10.4125  19.9187  -0.8452  -0.1067  -0.7491
O  10.9163  11.1857  16.5036  0.284  0.6365  -0.8792
O  2.5155  8.2769  20.1998  -0.7703  0.954  0.8631
O  -1.372  4.0159  10.9517  0.3129  1.7275  -1.2261
O  5.2266  5.3623  17.311  -0.3255  0.8855  -0.9196
O  -2.0906  5.4298  16.4947  -2.1285  -0.6812  -0.2829
O  5.7694  0.1654  13.1094  0.937  0.382  -0.5771
O  0.3743  6.1603  16.922  -0.4186  -0.9985  -1.2691
O  7.9032  9.0224  22.1876  -0.114  -0.2642  -0.5154
O  7.3822  4.0132  17.4322  1.0934  -0.489  0.0634
O  3.9056  12.5546  14.6994  0.0384  0.79  0.2335
O  0.7482  6.3073  19.4824  0.187  -0.6364  0.5119
O  0.2819  8.4987  18.1207  1.1567  -1.4633  -0.9223
O  4.5775  9.9088  14.5483  -0.1297  1.3747  -0.9059
O  7.1788  1.1415  10.91  -0.5745  0.4596  -0.2893
O  6.9346  3.5576  -1.4343  -0.4213  -0.9374  2.3137
O  -1.4978  5.9187  20.5856  -1.8644  -2.0736  -0.0467
O  6.7888  10.0978  15.8347  1.1006  2.5397  0.7676
O  4.9356  -0.2676  10.766  -0.2257  -0.4087  -0.0047
O  6.8015  8.5844  13.7368  -0.5021  -0.1203  -0.0482
O  3.089  7.032  10.1017  0.1595  -1.7677  -0.7232
O  2.787  3.2176  15.532  0.126  -1.9118  0.6819
O  6.2487  4.8219  19.6724  0.1193  -0.1361  -0.9846
O  11.3188  4.1265  15.2894  -0.1929  -1.2461  0.7669
O  2.581  2.4495  10.9586  -0.5325  0.6049  0.4213
O  -1.1391  0.9151  -0.0065  0.5148  0.6993  0.6654
O  6.0383  12.6117  16.5505  -0.8411  0.2217  0.4923
O  3.4944  2.4293  -1.0944  0.133  -0.1035  -0.0256
O  5.2283  14.4343  18.2826  -0.1079  -0.3893  -0.4599
O  7.1507  7.1654  -0.7916  -0.0471  -0.8676  -1.2687
O  4.3958  9.1326  18.625  -0.5715  -1.3698  -0.4714
O  0.1737  3.2955  12.9393  0.1998  0.3062  0.5307
O  2.614  7.2192  17.8733  0.1597  -0.0283  -0.3745
O  6.7517  9.7751  -0.0857  0.1241  -0.3538  0.6691
O  3.6056  7.7467  -1.0797  0.2206  -0.1593  -0.512
O  0.7606  13.2002  22.333  -0.0136  2.1638  -0.5294
O  10.8417  8.3577  20.443  0.7797  0.0528  -0.4864
O  -2.3638  2.438  12.9491  -0.0018  -0.2515  0.1575
O  10.0302  10.3264  18.7847  -0.2164  1.3846  -0.7282
O  11.8208  14.4329  19.8953  0.8331  0.0755  0.3243

Results
free energy: -50297.001 eV
free energy less fixed offsets of O -463.61, Si -117.95 eV per atom: -14.181 eV
pressure: 0.48 GPa
stress xx, yy, zz, yz, xz, xy (GPa, positive in tension): -2.59, 4.03, -2.89, -1.92, 0.52, -0.2
